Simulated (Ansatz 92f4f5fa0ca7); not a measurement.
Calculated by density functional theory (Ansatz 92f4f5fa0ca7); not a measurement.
Periodic cell of 208 atoms, Si128O80, from a study of silicon, its oxide and their interface. The atomic structure is a simulated model.
Doubt: the cutoff is far below the 930 eV that the study's wrapper takes by default for these files, so forces and energies are approximate.
This geometry differs little from another in the collection (a relaxation step or a small displacement).

Settings: functional PBE; potential files Ansatz PAW; basis plane waves; wave-function cutoff 580 eV; density cutoff ratio 5; exchange-correlation grid ratio 1; k mesh 1 x 1 x 1, Gamma-centred; self-consistency stop 5e-08 eV per atom in the density residual; occupations fixed; spin none; net charge 0.

Cell vectors (angstrom)
a 10.938 0 0
b 0 10.938 0
c 4.264 -0.7319 31.3358

Atoms: element, x, y, z (angstrom)
Si 5.3821 -1.867 23.8807
Si 8.0579 0.8756 23.9465
Si 5.8915 3.1621 23.8569
Si 8.6246 -5.1209 23.816
Si 0.4003 -2.3307 23.8471
Si 3.1803 0.3951 23.8732
Si 10.8776 3.5791 23.7498
Si 2.643 -4.5449 23.9031
Si 6.9455 -0.7227 25.2416
Si 9.7324 2.021 25.1424
Si 7.0417 -6.2128 25.1887
Si 9.7419 -3.4934 25.147
Si 1.5502 -0.7365 25.1642
Si 4.2911 2.0084 25.1838
Si 12.4346 4.7392 25.1406
Si 4.24 -3.4356 25.2168
Si 5.6119 0.6487 26.6019
Si 8.3858 3.3616 26.5719
Si 5.6392 -4.835 26.5279
Si 8.3715 -2.1129 26.5266
Si 11.1014 0.6392 26.5142
Si 13.8245 3.3778 26.5178
Si 11.0934 6.0979 26.5583
Si 2.8867 -2.0825 26.588
Si 4.264 -0.7319 27.9175
Si 6.9985 2.0026 27.9175
Si 4.264 -6.2009 27.9175
Si 6.9985 -3.4664 27.9175
Si 9.733 -0.7319 27.9175
Si 12.4675 2.0026 27.9175
Si 9.733 4.7371 27.9175
Si 12.4675 -3.4664 27.9175
Si 1.3673 -1.3673 3.418
Si 4.1018 1.3673 3.418
Si 1.3673 4.1018 3.418
Si 4.1018 -4.1018 3.418
Si 6.8362 -1.3673 3.418
Si -1.3673 1.3673 3.418
Si 6.8362 4.1018 3.418
Si -1.3673 -4.1018 3.418
Si 2.707 0.0263 4.7624
Si 5.4936 2.7088 4.732
Si 2.7187 5.4748 4.7715
Si 5.4772 -2.7383 4.7807
Si -2.7273 0.0038 4.7975
Si -0.0158 2.7443 4.8345
Si 8.2308 5.4585 4.8149
Si 0.0048 -2.7526 4.7487
Si 1.3151 1.3404 6.1965
Si 4.0827 4.055 6.0438
Si 1.3551 -4.1108 6.1504
Si 4.1155 -1.332 6.0881
Si -4.0605 1.4065 6.1648
Si -1.3117 4.1282 6.2828
Si 6.8172 -4.1115 6.1635
Si -1.3512 -1.3901 6.119
Si 0.2131 -0.3176 7.5161
Si 2.9649 2.5005 7.4047
Si -0.1593 -5.1789 7.6569
Si 2.5153 -2.4789 7.3519
Si 5.2272 0.2769 7.3946
Si -2.994 3.0388 7.5385
Si 5.6151 5.1887 7.3768
Si -2.4736 -2.9809 7.4166
Si 5.6312 -2.0991 29.2848
Si 8.3657 0.6354 29.2848
Si 5.6312 -7.5681 29.2848
Si 8.3657 -4.8336 29.2848
Si 11.1002 -2.0991 29.2848
Si 13.8347 0.6354 29.2848
Si 11.1002 3.3699 29.2848
Si 2.8967 -4.8336 29.2848
Si 6.9985 -0.7319 30.652
Si 9.733 2.0026 30.652
Si 6.9985 -6.2009 30.652
Si 9.733 -3.4664 30.652
Si 12.4675 -0.7319 30.652
Si 4.264 2.0026 30.652
Si 1.5295 -6.2009 30.652
Si 4.264 -3.4664 30.652
Si 1.3673 1.3673 0.6835
Si 4.1018 4.1018 0.6835
Si 1.3673 -4.1018 0.6835
Si 4.1018 -1.3673 0.6835
Si 6.8362 1.3673 0.6835
Si -1.3673 4.1018 0.6835
Si 6.8362 -4.1018 0.6835
Si 9.5708 -1.3673 0.6835
Si 0 0 2.0507
Si 2.7345 2.7345 2.0507
Si 0 -5.469 2.0507
Si 2.7345 -2.7345 2.0507
Si 5.469 0 2.0507
Si 8.2035 2.7345 2.0507
Si 5.469 5.469 2.0507
Si 8.2035 -2.7345 2.0507
Si 2.6078 -3.7049 11.9386
Si 7.3117 -3.9743 12.6826
Si 6.2616 3.2237 16.492
Si 3.7581 0.9616 12.1859
Si 8.1253 2.1912 10.562
Si 8.9225 -2.1205 16.9398
Si 3.0341 -2.1715 18.9781
Si 1.4558 -1.0347 12.4684
Si 8.7262 3.0112 17.9175
Si 2.1438 2.7921 10.3875
Si 4.0812 4.6121 21.6966
Si 4.3088 -3.95 9.4855
Si 9.6631 -5.1194 17.4245
Si 0.6077 5.2998 10.8037
Si -1.9756 4.397 12.4604
Si 1.597 -4.2235 17.3087
Si 11.7145 -1.9592 15.4202
Si 6.7347 -1.8847 14.7156
Si 7.2074 -3.2872 21.6546
Si 5.9812 0.0274 10.4158
Si 5.3241 0.7497 14.7589
Si 7.0546 -2.5418 10.1157
Si 3.1139 -0.361 16.7398
Si 9.788 0.2156 18.8595
Si 1.9183 2.2934 21.6247
Si 8.847 4.0001 15.3222
Si 9.3831 -1.0268 21.7227
Si 4.4267 -5.4168 16.8873
Si 1.8086 0.4876 19.0683
Si -0.2329 0.6003 10.4808
Si 5.1401 -4.2662 19.6165
Si 4.6999 -3.965 14.1024
O 0.8316 -1.7363 13.8031
O 1.4087 -1.3899 7.9285
O 1.5256 -3.4448 23.3294
O 4.7906 -5.3009 8.7291
O 9.749 4.7101 23.2654
O -2.4345 2.558 9.0132
O 2.5551 1.1011 22.5286
O 6.9794 2.008 23.3515
O 2.831 0.8522 17.8258
O 4.7209 -4.9646 15.3641
O 9.0722 4.579 18.3597
O 4.2833 -0.7353 23.3367
O 7.8826 -4.5289 22.4693
O 0.232 -0.5981 11.482
O 5.7611 -4.4222 12.9439
O 2.408 0.2597 12.7885
O -0.4907 0.097 8.948
O 3.4055 -5.1401 22.5784
O 11.3208 0.2079 18.3272
O 4.6108 -5.6421 20.3201
O 2.3967 -0.8888 19.7815
O 8.3564 -2.2053 21.2893
O 4.8818 3.9617 16.9268
O 6.9606 -1.1547 10.9665
O 9.058 -3.6027 17.6662
O 6.576 -3.8454 20.2589
O 6.0358 -2.5827 22.5481
O 5.8074 -0.2675 8.824
O 4.576 -0.0753 11.2256
O 1.5886 1.6656 20.1589
O 1.6968 -0.791 16.0679
O 8.0048 -2.2961 8.8336
O 2.8412 -5.2611 17.1904
O 12.3029 -3.4205 15.8942
O 4.0843 1.3742 7.8511
O 7.9756 3.479 11.5491
O 9.4376 -5.498 15.8397
O 4.1119 -3.0071 19.8618
O 3.2 -3.9439 13.4514
O 8.9094 -0.8744 18.0116
O 3.6983 -4.3528 10.9256
O 8.2547 -5.2202 13.0755
O 5.5714 -2.9564 9.6137
O -1.3776 -4.1072 7.9117
O -1.6136 1.2169 11.0887
O 10.677 -1.6612 22.4928
O 6.6721 1.4723 10.657
O 10.1597 -1.8692 15.8992
O 5.2213 -2.5263 14.6884
O 7.4949 -2.0569 16.1474
O -1.545 3.6031 13.8337
O 5.3123 3.8961 22.4964
O 11.5279 2.9018 22.3762
O 6.7631 4.1331 7.922
O 0.9177 1.7379 10.4347
O 7.6438 -2.6582 13.5917
O 2.4241 -2.1057 11.7123
O 1.1297 -4.333 11.6309
O 3.1265 -3.1852 8.6901
O 9.8782 -0.2525 20.4026
O 2.4789 3.1454 8.8345
O 3.746 -1.6159 17.6004
O 7.0947 2.9014 17.8622
O 2.9727 3.4892 21.3445
O 6.5099 -0.3074 14.3689
O 4.7091 1.4411 13.4168
O 5.2775 -4.562 18.0089
O 7.6314 -3.6895 11.1099
O 7.2044 4.1028 15.463
O 5.9545 1.8443 15.7364
O 3.3978 2.244 11.257
O 11.2542 -5.1118 17.7281
O 9.3336 2.8357 16.3862
O 0.4249 -5.4708 9.181
O 4.1192 0.033 15.5621
O 9.2403 1.7647 18.8241
O -0.7741 4.8231 11.4803
O 8.6433 0.0984 22.6269
O 1.8175 -3.1655 18.5348
O 1.7256 4.1712 11.1082

Results
free energy: -126872.664 eV
free energy less fixed offsets of O -568.88, Si -635.61 eV per atom: -4.184 eV

Forces (eV/angstrom), in the order of the atoms: element, x, y, z
Si -0.0928 0.1211 -0.121
Si -0.0989 0.0781 -0.3431
Si 0.078 -0.0942 -0.0318
Si 0.0753 -0.0922 -0.0749
Si 0.0886 -0.06 -0.0721
Si 0.1008 -0.0941 -0.0801
Si -0.091 0.0868 -0.064
Si -0.1072 0.1075 -0.1169
Si -0.037 0.0028 -0.018
Si -0.0136 0.0507 0.0101
Si 0.032 -0.0615 -0.014
Si 0.0334 -0.0306 -0.0287
Si 0.0319 -0.0501 -0.0093
Si 0.0486 -0.0212 -0.028
Si -0.0346 0.0094 -0.016
Si -0.0332 0.0308 0.0149
Si -0.0012 0.0298 -0.0293
Si -0.0095 -0.0009 -0.023
Si -0.0102 0.0113 0.0039
Si -0.0224 0.0219 0.0041
Si -0.0085 0.0062 -0.0012
Si 0.0001 0.0039 -0.0054
Si 0.0104 -0.0087 -0.0174
Si -0.0072 0.0007 -0.0251
Si -0.1426 0.0694 0.4003
Si 0.1131 0.0332 0.2405
Si -0.0112 0.0024 -0.2292
Si 0.0322 -0.0375 -0.133
Si 0.0406 -0.0065 -0.256
Si -0.0153 0.0073 -0.2266
Si 0.0186 0.0074 0.2124
Si -0.0696 -0.0499 0.1346
Si 0.0386 -0.0325 -0.211
Si -0.0619 -0.0836 -0.3126
Si -0.1772 -0.0961 0.105
Si -0.0294 0.0424 -0.0273
Si 0.0616 0.0498 0.044
Si 0.0103 0.1301 0.1633
Si 0.2803 0.0786 -0.083
Si -0.1119 -0.1293 -0.1445
Si -0.0002 -0.0121 0.0333
Si 0.0119 0.0071 0.0598
Si 0.0089 -0.0002 0.0287
Si 0.0021 -0.0023 0.0173
Si -0.0019 0.0084 0.0239
Si -0.007 -0.0175 0.0177
Si 0.0032 -0.0206 0.0188
Si 0.002 -0.0051 0.0394
Si 0.0305 -0.0212 0.0403
Si 0.0338 -0.0341 0.0013
Si -0.0445 0.0265 0.0276
Si -0.0293 0.0287 0.0395
Si -0.0512 0.0256 0.0142
Si -0.0295 0.0643 0.0613
Si 0.0024 -0.0187 0.023
Si 0.0328 -0.0323 -0.0013
Si 0.0586 -0.0572 0.0651
Si 0.0547 -0.0362 0.0703
Si -0.0204 0.0103 -0.0158
Si -0.0743 0.0444 0.0354
Si -0.0257 0.0758 0.0217
Si -0.0458 0.0639 0.0319
Si 0.0624 -0.1009 0.0856
Si 0.0889 -0.0356 0.0788
Si -0.01 0.0361 -0.0212
Si -0.0532 0.0279 -0.0143
Si 0.0429 -0.0294 -0.0078
Si 0.0208 -0.025 -0.0109
Si 0.014 -0.0447 -0.0082
Si 0.0423 -0.0509 0.0083
Si -0.0183 0.0458 -0.0148
Si -0.0263 0.0327 -0.0189
Si 0.0324 -0.0239 -0.0092
Si 0.0246 -0.0297 -0.017
Si -0.009 0.043 -0.0226
Si -0.041 0.0226 -0.0257
Si -0.0234 0.029 -0.0199
Si -0.0372 0.0198 -0.0197
Si 0.0224 -0.0392 -0.0086
Si 0.0196 -0.0115 -0.0161
Si -0.0023 0.007 0.0138
Si -0.0282 -0.0047 0.0128
Si 0.0171 -0.0128 0.0361
Si 0.0309 -0.0367 0.0142
Si 0.0017 -0.0077 0.0351
Si 0.0337 -0.0085 0.0192
Si -0.0229 0.039 0.0058
Si -0.0173 0.016 0.0136
Si 0.031 -0.0218 0.0174
Si 0.0474 -0.0118 0.0149
Si -0.0711 -0.024 -0.001
Si 0.0138 0.059 -0.0117
Si -0.0875 -0.0217 -0.0048
Si -0.0082 0.0361 -0.009
Si 0.0409 0.019 0.0213
Si 0.0173 -0.0299 0.0148
Si -0.0701 0.0427 0.1146
Si 0.024 -0.0348 0.0675
Si 0.006 0.0149 -0.0089
Si -0.0455 0.0004 0.0357
Si -0.0476 -0.01 0.1757
Si 0.0109 0.0172 -0.0425
Si 0.018 0.023 -0.0348
Si 0.0171 0.0234 0.0424
Si 0.0247 -0.0345 -0.025
Si 0.0096 -0.0259 0.1809
Si 0.0163 0.0304 -0.1052
Si -0.0301 -0.0218 0.0967
Si -0.0039 0.0062 -0.0488
Si 0.0026 0.0073 0.17
Si -0.0162 -0.0009 0.0446
Si 0.0211 0.0667 -0.015
Si 0.0282 0.0039 -0.0325
Si 0.0158 -0.0205 0.0067
Si -0.0246 -0.0155 -0.1056
Si -0.0046 0.0449 0.168
Si -0.0343 -0.0104 -0.0267
Si 0.017 -0.0003 0.177
Si -0.0002 -0.0061 0.0128
Si 0.0571 -0.0265 -0.0726
Si -0.0053 -0.019 -0.0912
Si 0.0342 0.0062 -0.0935
Si 0.0087 0.1272 -0.0434
Si 0.0409 0.0787 0.0016
Si -0.014 -0.0701 -0.073
Si 0.0559 0.0062 0.1891
Si -0.0572 0.0483 -0.1152
Si -0.0296 -0.0271 0.0268
O -0.0217 -0.0133 0.0036
O -0.0088 0.0169 -0.1266
O 0.0271 -0.0433 0.1798
O -0.0047 0.0447 -0.0644
O 0.0135 -0.0117 0.1487
O -0.0008 0.0252 -0.1227
O -0.0187 0.015 0.0685
O 0.0765 -0.074 0.2076
O -0.0107 -0.0206 0.0118
O -0.0026 -0.0027 0.0045
O -0.0082 -0.0029 0.0322
O 0.0145 -0.0111 0.1756
O -0.0071 0.0161 0.0739
O -0.0198 0.0032 -0.0758
O 0.0219 0.0174 -0.0269
O 0.007 0.004 -0.031
O -0.0007 -0.0278 -0.1221
O 0.0048 -0.0192 0.0829
O -0.0237 0.0287 0.0511
O -0.026 -0.042 0.1091
O -0.0162 0.0285 0.0152
O -0.0018 0.0067 0.0371
O -0.0018 -0.03 0.0044
O 0.0156 -0.0402 -0.0783
O -0.0125 -0.0085 0.027
O 0.0635 0.028 0.1096
O 0.0038 0.001 0.0915
O -0.0094 -0.0196 -0.0699
O 0.0362 -0.013 -0.0757
O -0.0001 0.038 0.1004
O -0.0162 0.0045 0.0159
O -0.0074 0.002 -0.097
O -0.0176 -0.0332 0.0026
O -0.0079 -0.004 -0.0033
O -0.0015 -0.0109 -0.1137
O 0.0085 -0.01 -0.0642
O -0.0001 -0.0023 0.0161
O 0.02 -0.0381 0.0421
O 0.0266 0.0019 -0.0284
O -0.0043 -0.0021 0.0211
O 0.0524 -0.0078 -0.0994
O -0.0016 -0.0015 -0.0064
O -0.0205 -0.0014 -0.0784
O -0.0263 0.0163 -0.0899
O 0.0101 -0.0001 -0.066
O -0.0637 0.0609 0.0364
O -0.0179 0.0134 -0.0688
O -0.0142 -0.004 0.0206
O 0.0129 0.0017 -0.0116
O 0 -0.0094 0.0282
O -0.0223 0.0126 0.0162
O -0.0268 0.0137 0.0626
O 0.0019 -0.0055 0.0769
O -0.0024 0.0124 -0.1199
O -0.0007 -0.0108 -0.067
O -0.0226 0.0188 -0.0135
O 0.0147 -0.0293 -0.0413
O 0.0168 0.003 -0.0721
O 0.049 -0.027 -0.0443
O -0.046 -0.0612 0.1727
O 0.028 0.0005 -0.0994
O 0.0005 0.0147 -0.0071
O -0.009 0.0022 0.0193
O 0.0054 0.0071 0.059
O 0.0035 0.0093 -0.0052
O 0.03 0.0041 0.0127
O -0.0011 -0.0152 0.0292
O -0.0254 0.013 -0.0743
O -0.009 -0.0018 0.0046
O 0.0076 -0.0096 0.0196
O 0.0005 0.0045 -0.076
O -0.0081 -0.0244 0.0346
O -0.0185 0.0148 0.0162
O -0.0262 0.0123 -0.0997
O 0.0118 0.0112 -0.0016
O 0.0005 0.0102 0.033
O 0.0013 -0.0092 -0.0623
O 0.0384 -0.0294 0.1512
O -0.0156 -0.0209 0.0145
O 0.0158 -0.0017 -0.0766

The program warned: the cutoff lies below the one the program advises for these potential files; the forces do not sum to zero within the program's tolerance; the exchange-correlation potential is rough where the density is thin.
